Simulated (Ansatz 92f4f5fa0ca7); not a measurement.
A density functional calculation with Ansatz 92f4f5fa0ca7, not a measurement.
Periodic cell of 237 atoms, Si147O90, from a study of silicon, its oxide and their interface. The atomic structure is a simulated model.

Settings
functional: PBE
potential files: Ansatz PAW
basis: plane waves
wave-function cutoff: 700 eV
density cutoff ratio: 5
exchange-correlation grid ratio: 1
k mesh: 2 x 2 x 1, shifted by 0.5 0.5 0.5 of a step
self-consistency stop: 5e-08 eV per atom in the density residual
occupations: fixed
spin: none
net charge: 0

Cell vectors (angstrom)
a 11.6015 0 0
b 0 10.938 0
c 0 0 33.1067

Atoms and the computed forces on them: element, x, y, z (angstrom), force x, y, z (eV/angstrom)
Si 0.0087 0.063 24.4063 0.0226 0.0001 -0.0366
Si 4.0419 0.0685 24.3043 0.103 -0.0779 0.0414
Si 7.6295 -0.199 24.4617 -0.1033 -0.001 -0.0745
Si 2.0053 1.3387 24.1985 -0.0291 0.0073 -0.0113
Si 5.9572 1.4326 24.587 0.1176 0.0256 -0.0841
Si 9.5277 1.2325 24.3983 -0.053 0.0602 0.0341
Si 0.2355 5.1856 24.343 0.0232 0.0025 -0.1048
Si 4.0249 5.5422 24.3543 0.0208 -0.0303 0.0174
Si 7.9219 5.5188 24.4702 -0.0891 -0.0389 -0.0095
Si 1.9659 6.778 24.4506 -0.107 0.0423 -0.0178
Si 5.9532 6.8095 24.6741 -0.0017 -0.014 -0.075
Si 9.9872 6.6847 24.3506 0.1061 0.0637 0.0267
Si 2.0283 2.6178 26.2592 0.0905 -0.0494 -0.0015
Si 5.8543 2.8323 26.4366 -0.0049 -0.0753 -0.0122
Si 9.6728 2.6088 26.3604 -0.0411 -0.0517 -0.0166
Si 0.0578 3.9075 26.303 -0.0132 0.0749 0.0192
Si 3.8726 4.1108 26.278 -0.0623 0.0474 -0.0021
Si 7.8463 4.1171 26.3984 0.0704 0.0616 -0.0414
Si 2.0064 8.2255 26.3473 0.0182 -0.0923 -0.0159
Si 5.8432 8.2255 26.5063 -0.0497 -0.0511 -0.0224
Si 9.8069 8.1049 26.3087 0.0255 -0.0504 -0.0188
Si 0.0567 9.597 26.3553 -0.0347 0.0783 -0.0371
Si 3.931 9.6322 26.3069 -0.0089 0.0459 -0.0237
Si 7.8364 9.4362 26.386 0.0365 0.0374 0.0078
Si 0.0534 -0.0034 28.2927 -0.004 -0.0387 0.0206
Si 3.9127 0.0012 28.2763 -0.0234 -0.0312 -0.002
Si 7.7868 -0.0246 28.2598 0.0071 -0.0346 -0.0034
Si 1.9896 1.3501 28.2642 -0.0001 0.048 0.0054
Si 5.8497 1.3605 28.2857 -0.0129 0.0346 0.0124
Si 9.71 1.3249 28.316 -0.0187 0.0325 -0.0056
Si 0.0479 5.4026 28.2133 -0.01 -0.0377 0.0055
Si 3.8661 5.4527 28.2515 -0.0044 -0.046 -0.0097
Si 7.7886 5.4897 28.3023 0.015 -0.0412 0.0113
Si 1.9522 6.832 28.2682 0.0095 0.0416 0.0108
Si 5.8109 6.7874 28.3373 -0.0179 0.0461 0.0191
Si 9.7435 6.8069 28.2801 0.0126 0.0336 0.0017
Si 1.9336 2.7345 30.2075 0.0432 -0.0389 -0.0911
Si 5.8008 2.7345 30.2075 0.0806 -0.0641 0.0809
Si 9.6679 2.7345 30.2075 0.0242 -0.0058 0.0933
Si 0 4.1018 30.2075 0.1031 -0.0522 -0.1504
Si 3.8672 4.1018 30.2075 -0.0689 -0.0354 -0.1354
Si 7.7343 4.1018 30.2075 0.0582 0.0001 0.0771
Si 1.9336 8.2035 30.2075 -0.0539 -0.0573 0.0095
Si 5.8008 8.2035 30.2075 -0.0185 -0.0755 0.2896
Si 9.6679 8.2035 30.2075 0.1547 -0.0583 -0.0625
Si 0 9.5708 30.2075 0.0696 -0.0506 0.1402
Si 3.8672 9.5708 30.2075 0.093 -0.0185 -0.0638
Si 7.7343 9.5708 30.2075 -0.021 -0.0573 -0.0755
Si 0 0 32.1411 -0.0005 0.0102 0.0281
Si 3.8672 0 32.1411 -0.024 -0.0545 -0.0202
Si 7.7343 0 32.1411 0.0131 -0.0055 0.0097
Si 1.9336 1.3673 32.1411 -0.0099 -0.0258 -0.0472
Si 5.8008 1.3673 32.1411 -0.0087 0.0405 -0.0088
Si 9.6679 1.3673 32.1411 0.0172 0.0061 0.0138
Si 0 5.469 32.1411 -0.0063 0.0578 -0.0123
Si 3.8672 5.469 32.1411 0.0271 -0.0033 -0.0179
Si 7.7343 5.469 32.1411 -0.0065 -0.0492 0.005
Si 1.9336 6.8362 32.1411 0.0134 -0.0542 0.0213
Si 5.8008 6.8362 32.1411 0.0027 0.069 0.0324
Si 9.6679 6.8362 32.1411 -0.0099 -0.0123 0.012
Si 1.9336 2.7345 0.9679 -0.0251 0.0609 -0.0668
Si 5.8008 2.7345 0.9679 -0.0058 0.0092 0.0365
Si 9.6679 2.7345 0.9679 -0.0379 0.0155 0.0355
Si 0 4.1018 0.9679 -0.0707 0.0442 0.0478
Si 3.8672 4.1018 0.9679 -0.1132 0.1298 -0.0053
Si 7.7343 4.1018 0.9679 0.0407 0.0527 -0.077
Si 1.9336 8.2035 0.9679 -0.1517 0.0397 0.3073
Si 5.8008 8.2035 0.9679 -0.0385 0.0057 0.0257
Si 9.6679 8.2035 0.9679 0.0371 0.0663 0.0037
Si 0 9.5708 0.9679 -0.0552 0.0563 -0.0014
Si 3.8672 9.5708 0.9679 0.0192 0.0424 -0.219
Si 7.7343 9.5708 0.9679 -0.0385 0.0306 -0.031
Si -0.0344 0.0135 2.9031 -0.0005 -0.0377 -0.0162
Si 3.8364 0.0257 2.8582 -0.0013 -0.0452 -0.0018
Si 7.71 0.0145 2.89 0.005 -0.0188 -0.0061
Si 1.8968 1.3647 2.884 -0.0152 0.0353 -0.0042
Si 5.778 1.3866 2.9108 0.01 0.0344 -0.0049
Si 9.6359 1.3807 2.9128 -0.0072 0.0333 -0.0165
Si -0.055 5.4673 2.9169 0.0229 -0.0341 -0.0122
Si 3.7929 5.5286 2.8724 -0.0034 -0.043 -0.0325
Si 7.7168 5.5092 2.865 0.0142 -0.0332 -0.0103
Si 1.8477 6.8722 2.9638 -0.0011 0.0396 -0.0002
Si 5.7703 6.8335 2.8963 0.0203 0.0338 -0.0143
Si 9.6401 6.8753 2.9211 0.0085 0.0384 -0.0055
Si 1.874 2.6991 4.8259 0.0179 -0.0529 0.0289
Si 5.7368 2.8892 4.7567 0.0316 -0.0674 0.0093
Si 9.5665 2.7338 4.8651 -0.033 -0.0685 0.0255
Si -0.062 4.0688 4.8411 0.0117 0.0853 0.0162
Si 3.7641 4.1555 4.7668 -0.0531 0.0561 0.0389
Si 7.7041 4.203 4.8072 0.0107 0.0478 0.0179
Si 1.8328 8.2371 4.9588 -0.0505 -0.063 0.0156
Si 5.7738 8.2061 4.8148 -0.0015 -0.0532 0.0414
Si 9.6438 8.2546 4.8698 0.019 -0.0949 0.0275
Si -0.0665 9.6804 4.895 0.0033 0.0582 0.0106
Si 3.805 9.4879 4.6793 0.0192 0.0606 0.0046
Si 7.675 9.6345 4.8448 -0.0109 0.0791 0.0282
Si -0.1883 0.1214 6.8828 -0.0116 -0.0265 -0.002
Si 3.8088 -0.0761 6.5218 0.1279 -0.0322 0.0696
Si 7.4004 0.1325 6.7637 -0.079 -0.0939 -0.031
Si 1.8919 1.274 6.7595 0.1068 0.0804 -0.0249
Si 5.4945 1.544 6.6359 -0.0882 0.0311 0.0671
Si 9.4121 1.4512 6.895 0.0034 0.0302 0.0283
Si 0.0653 5.3863 6.8154 0.0307 -0.0783 0.0204
Si 3.8151 5.5006 6.7201 -0.055 -0.0642 0.0177
Si 7.7301 5.6171 6.732 -0.0148 -0.0662 -0.0001
Si 1.9111 6.8404 6.9459 -0.0155 0.0581 0.0356
Si 5.7391 6.8618 6.7866 -0.0524 0.0533 0.0382
Si 9.7288 6.8798 6.8351 0.021 0.0547 0.0174
O 5.6132 7.718 8.2238 0.0217 0.0349 -0.0247
O 7.66 4.6162 8.0635 0.0416 -0.0317 0.0043
O 11.4182 10.0195 8.1833 -0.0288 -0.0476 0.0055
O 9.3252 2.5366 8.1643 -0.0091 0.0471 -0.0041
O 6.939 9.9743 7.9408 -0.0254 -0.0005 -0.0152
O 9.6885 7.9568 8.1169 0.0289 0.0378 0.0055
O 0.7614 5.6703 10.273 -0.0022 0.0193 -0.0325
O 5.0351 2.3239 8.0663 -0.0135 0.0122 -0.0393
O 0.3684 4.2696 8.0642 -0.0218 0.0158 -0.0241
O 4.1851 9.9488 7.8796 0.0052 -0.0194 -0.0208
O 3.6651 4.5647 8.084 0.0121 -0.0135 -0.0333
O 2.3147 2.198 8.0781 0.0302 0.0198 -0.0083
O 1.5005 7.7364 23.1485 0.0131 0.0244 0.0115
O 6.423 2.3224 23.2425 -0.0052 0.0289 0.0092
O 0.0085 9.9806 23.1075 -0.0039 -0.046 0.0125
O 1.9812 2.2525 22.7985 -0.0097 0.0472 -0.014
O 4.3387 4.8035 22.8896 -0.0387 -0.0116 -0.0235
O 4.4682 10.0004 23.0299 0.0291 -0.0247 0.0007
O 9.1763 2.2924 23.146 -0.0488 0.0076 0.013
O 5.8737 7.6993 23.2888 0.017 0.0451 0.0212
O 10.3535 7.6346 23.0068 0.0284 0.0063 0.0253
O 7.7996 4.6033 23.0888 0.0198 -0.0337 0.0201
O 7.18 9.976 23.0088 -0.0069 -0.0156 0.0294
O 0.4713 4.4208 22.8524 -0.0053 -0.0449 -0.0084
Si 1.1894 7.219 10.0093 -0.0074 -0.0033 0.0092
Si 8.7494 3.8288 8.9759 0.0006 0.0321 -0.0162
Si 1.3382 3.437 21.8463 0.0019 -0.0015 0.0101
Si 4.1094 4.8176 21.2643 -0.0117 -0.0096 0.0029
Si 10.0594 0.9737 17.1218 0.0053 0.0078 -0.0005
Si 4.3007 6.6299 13.6618 -0.0035 0.0028 0.0027
Si 10.3392 2.9555 14.7341 -0.0018 0.0007 -0.0022
Si 3.6276 3.0224 8.5964 -0.0254 -0.0018 0.0141
Si -6.4776 7.5916 19.9788 -0.0004 -0.0014 -0.0057
Si 7.8691 4.5886 14.3043 0.0081 0.0012 0.0038
Si 8.9028 0.1439 10.8818 0.0069 -0.0078 0.0014
Si 0.124 8.4432 22.5975 0.0001 0.0248 -0.0007
Si 7.4598 10.4541 16.4436 -0.0052 -0.0018 -0.0064
Si 2.7915 12.2819 17.641 -0.0018 0.0032 -0.0043
Si 1.8079 8.0945 12.8531 0.0032 -0.0059 0.0058
Si 11.5291 4.4337 9.6491 -0.0063 0.0033 0.0084
Si -2.7416 7.7881 16.664 -0.0048 -0.0054 -0.0027
Si 5.988 10.8999 10.9859 -0.0079 -0.0095 0.0105
Si 3.6526 -0.9844 19.1074 -0.0024 -0.0043 -0.0044
Si 5.8096 9.1512 22.5835 -0.0094 -0.0243 0.0122
Si 11.12 -2.6199 14.6231 -0.0017 -0.0038 0.0028
Si 17.1253 1.0433 18.3247 0.0041 0.0053 -0.0048
Si 5.3624 4.941 15.8411 0 0.0009 0.007
Si 10.9979 2.0548 11.6599 0.0006 0.0078 -0.0002
Si 7.1972 4.3666 11.4304 -0.0013 -0.0091 -0.0057
Si 11.4048 9.1229 17.3156 0.0083 -0.0019 -0.0008
Si 4.6502 13.691 11.2639 -0.0146 0.0046 0.0035
Si 3.6295 3.7523 13.8252 0.0008 -0.0035 -0.0024
Si 7.1149 6.9828 12.7265 0.0045 0.0012 0.0032
Si 12.1312 10.7357 13.2921 -0.0006 -0.0011 0.0034
Si 13.0033 -8.653 14.9946 0.0036 0.002 0.0056
Si 5.5502 9.3196 8.5346 -0.0021 -0.0194 0.0033
Si 6.6898 3.405 19.8971 0.009 -0.0028 0.0028
Si 7.5613 10.0431 13.2569 0.0031 0.005 0.0037
Si 0.2589 1.6973 19.4771 -0.0078 0.0094 0.006
Si 10.5024 9.0009 9.0774 0.0001 0.0052 -0.0093
Si 7.7862 3.0279 22.6636 0.0041 0.0145 0.0011
Si 6.9246 5.8691 18.1785 0.0001 -0.0011 0.001
Si 12.5229 9.6915 20.0132 -0.0077 -0.007 0.0022
O 5.6766 8.7327 21.0198 -0.0143 -0.0108 -0.0089
O 12.4272 8.9849 18.5479 -0.0218 0.0185 -0.0069
O 9.6701 -3.2047 15.1895 0.007 0.0169 0.0133
O -2.8032 10.7761 12.4835 -0.0266 -0.0069 -0.0142
O 7.6057 8.8408 16.6737 0.023 0.0093 0.0069
O 11.712 11.1144 20.0876 0.0225 0.0028 -0.0191
O 8.1533 6.3947 17.1987 -0.0124 0.0068 0.0122
O 13.3438 -1.2127 12.905 -0.0253 -0.0123 0.0025
O 3.6759 5.2187 13.1127 0.0211 -0.0027 0.0258
O 7.7789 8.4549 12.8783 -0.0169 0.0094 -0.0073
O 12.4924 0.8489 14.4611 0.0003 0.0032 -0.0114
O 10.9158 -1.1474 13.8972 0.0227 -0.0186 0.007
O 5.4918 7.1657 12.6959 0.0042 -0.0143 0.0135
O 13.7328 3.1627 13.8517 0.0094 -0.0115 0.0114
O 13.6901 7.6163 11.3136 -0.0091 0.0068 0.0051
O 1.9166 7.4161 8.5437 -0.014 0.0088 0.0006
O 6.7567 4.197 15.4114 0.0081 0.0108 -0.0112
O 2.514 9.9784 20.2975 -0.009 -0.0009 -0.0339
O 7.7374 2.9716 21.056 -0.0258 0.0106 0.002
O 7.5706 3.7823 12.9152 -0.0031 0.0302 0.0031
O 4.1428 8.4033 18.934 0.012 0.0161 0.0258
O 9.4796 9.8378 10.013 0.0052 0.0179 0
O 5.6649 4.0113 11.0469 0.0239 0.0076 0.0123
O 6.1498 10.4981 12.5608 0.0329 -0.0015 -0.0266
O 11.7163 14.1186 10.6999 -0.0182 -0.0016 -0.0023
O 10.5079 13.5725 13.1227 0.0019 0.0031 0.005
O 12.0549 8.4669 15.9682 -0.034 0.0112 -0.0049
O 2.3691 12.8286 16.2001 -0.0171 0.0058 -0.0013
O 9.3499 4.2359 14.8579 -0.014 -0.0218 -0.018
O 9.795 1.4829 10.7303 -0.0089 -0.014 0.003
O 7.473 6.0031 11.434 -0.0175 -0.0192 0.022
O 5.5695 5.3283 17.4005 0.0158 0.0045 0.0004
O 4.2897 -4.5897 20.6724 0.0235 0.0005 -0.0038
O 7.6947 6.1811 14.0273 -0.0047 -0.0248 -0.0212
O 7.5398 10.557 14.8033 -0.0033 0.0042 -0.004
O -0.1294 8.1737 10.0795 0.0216 -0.0217 -0.035
O 5.2294 3.8682 20.5191 0.015 0.0144 0.0047
O 11.8853 11.6464 11.9559 -0.0015 0.0091 0.0093
O 2.5696 4.2367 21.0742 0.0036 -0.0041 0.0278
O 0.4148 7.4638 13.5251 0.0213 0.0323 0.0005
O -2.9925 11.2069 17.335 0.0021 -0.0143 -0.0019
O 0.2628 8.5765 20.9912 0.0097 0.0157 0.0027
O 0.3217 2.7905 20.7108 0.016 -0.0087 0.0064
O 4.202 3.8866 15.3607 0.0022 0.0163 -0.0275
O 2.9767 10.6404 17.7544 0.0105 0.0312 0.0259
O 9.9505 4.8321 9.467 0.0158 -0.0376 -0.0011
O 11.781 3.2812 15.4226 -0.0026 -0.0156 -0.021
O -4.1942 11.3913 10.344 0.0056 -0.0152 0.0192
O 4.9879 6.3642 15.1211 -0.0174 -0.0207 -0.021
O 3.0992 7.7001 13.7598 -0.0003 -0.0201 -0.0211
O 7.4307 4.5995 19.0618 -0.0236 0.0094 -0.0045
O 4.9438 10.9209 19.4452 -0.0126 0.0029 -0.0267
O 10.0146 8.3264 17.6986 0.0076 0.011 -0.0261
O 3.4415 3.0846 10.2202 0.0131 0.0028 -0.0115
O 6.0897 0.1762 17.0403 -0.0049 0.0058 0.0174
O 5.4648 9.6024 10.1407 0.0169 0.0325 -0.0099
O 9.7996 1.7445 15.6934 0.0061 0.0072 -0.0039
O 4.408 2.6918 12.872 0.004 0.017 0.0006
O 10.6111 1.8977 18.3895 0.015 -0.0245 0.0005
O 6.4384 7.0578 19.177 -0.0137 -0.0226 -0.0066
O 11.1543 -0.2309 16.985 -0.0183 -0.0111 0.0073
O 6.595 2.0737 18.9569 -0.0131 -0.0025 -0.0062
O 1.6972 1.8563 18.7248 0.0003 -0.0233 -0.0126
O 8.0336 3.4766 10.3762 -0.0006 0.0043 -0.003
O 5.0176 12.1697 10.8476 0.0151 -0.0203 0.0005
O 4.2663 1.9912 17.8834 -0.0079 -0.0333 0.0103

Results
free energy: -144650.226 eV
free energy less fixed offsets of O -569.03, Si -635.61 eV per atom: -2.856 eV

The program warned: the cutoff lies below the one the program advises for these potential files; the exchange-correlation potential is rough where the density is thin.
